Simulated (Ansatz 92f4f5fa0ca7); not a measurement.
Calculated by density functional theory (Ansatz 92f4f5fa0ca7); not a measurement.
Periodic cell of 237 atoms, Si147O90, from a study of silicon, its oxide and their interface. The atomic structure is a simulated model.

Settings: functional PBE; potential files Ansatz PAW; basis plane waves; wave-function cutoff 700 eV; density cutoff ratio 5; exchange-correlation grid ratio 1; k mesh 2 x 2 x 1, shifted by 0.5 0.5 0.5 of a step; self-consistency stop 5e-08 eV per atom in the density residual; occupations fixed; spin none; net charge 0.

Cell vectors (angstrom)
a  11.6015  0  0
b  0  10.938  0
c  0  0  33.0098

Atoms and the computed forces on them: element, x, y, z (angstrom), force x, y, z (eV/angstrom)
Si  -0.2717  -0.1636  24.3825  -0.0614  -0.0229  -0.0439
Si  3.633  0.2253  24.0822  -0.0002  -0.084  0.0256
Si  7.5204  0.1525  24.3001  0.0439  -0.0132  -0.0158
Si  1.5098  1.3513  24.1981  -0.0776  0.0672  -0.0123
Si  5.6021  1.5386  24.0788  0.0916  0.0167  -0.0109
Si  9.4965  1.3223  24.6283  0.0795  0.0471  -0.0401
Si  0.1719  5.664  24.5025  -0.0167  -0.0719  0.0019
Si  3.8945  5.5299  24.1886  -0.093  -0.0283  -0.029
Si  8.0092  5.3233  24.35  0.104  0  -0.0567
Si  2.1234  7.0432  24.4895  -0.0181  0.0516  -0.0806
Si  6.0231  6.6169  24.3324  0.0383  0.0708  0.0522
Si  9.7623  6.8605  24.519  -0.09  0.0164  -0.0435
Si  1.8902  2.7208  26.1726  -0.0175  -0.0855  -0.0372
Si  5.7619  2.7506  26.1486  -0.0269  -0.0359  0.0075
Si  9.7262  2.7763  26.4285  0.0462  -0.07  -0.0445
Si  0.0505  4.1729  26.3496  -0.0306  0.0906  -0.0432
Si  3.8362  4.1149  26.1396  -0.0111  0.0746  0.0023
Si  7.7587  4.0234  26.28  -0.0358  0.0452  -0.0093
Si  1.9392  8.2908  26.4216  -0.0001  -0.0619  0.0012
Si  5.7117  8.1379  26.1944  -0.006  -0.0659  0.0048
Si  9.5809  8.2416  26.3742  -0.0027  -0.0536  -0.018
Si  -0.0665  9.5229  26.3479  0.0298  0.0481  -0.0236
Si  3.827  9.6837  26.1193  0.0589  0.0868  -0.0449
Si  7.6045  9.5446  26.1597  -0.0276  0.087  -0.0451
Si  0.0149  0.0232  28.2047  -0.0034  -0.0233  -0.0049
Si  3.8883  0.0079  28.1394  0.0064  -0.048  0.0234
Si  7.694  -0.0111  28.1233  -0.0398  -0.0648  0.0183
Si  1.954  1.3774  28.1445  -0.0118  0.03  0.0215
Si  5.7903  1.3949  28.1289  -0.0116  0.0404  0.0022
Si  9.6618  1.3186  28.2428  0.0089  0.0423  0.0117
Si  -0.0195  5.5238  28.2449  0.0151  -0.0301  0.0014
Si  3.8329  5.4352  28.1438  0.0157  -0.0318  -0.0006
Si  7.6686  5.4629  28.1665  0.0154  -0.0317  0.0091
Si  1.9371  6.8295  28.2405  0.0331  0.0165  -0.0061
Si  5.7352  6.8367  28.1725  0  0.042  0.0037
Si  9.5995  6.8138  28.2248  -0.004  0.0182  0.0069
Si  1.9336  2.7345  30.1105  0.0727  -0.0104  -0.1561
Si  5.8008  2.7345  30.1105  0.0224  -0.0146  -0.1878
Si  9.6679  2.7345  30.1105  -0.079  -0.0234  0.2356
Si  0  4.1018  30.1105  -0.0062  -0.0057  0.1999
Si  3.8672  4.1018  30.1105  -0.0184  -0.0722  -0.0869
Si  7.7343  4.1018  30.1105  -0.1361  0.0095  -0.0248
Si  1.9336  8.2035  30.1105  0.0664  0.0821  0.4205
Si  5.8008  8.2035  30.1105  -0.0823  -0.0563  0.0038
Si  9.6679  8.2035  30.1105  -0.1042  0.0156  0.1928
Si  0  9.5708  30.1105  0.087  -0.0429  0.029
Si  3.8672  9.5708  30.1105  0.0163  0.0633  -0.2097
Si  7.7343  9.5708  30.1105  -0.0624  0.0942  -0.2831
Si  0  0  32.0441  0.0052  -0.0098  0.0377
Si  3.8672  0  32.0441  0.0019  0.0679  -0.0239
Si  7.7343  0  32.0441  -0.0129  -0.0485  -0.083
Si  1.9336  1.3673  32.0441  -0.011  -0.056  -0.001
Si  5.8008  1.3673  32.0441  -0.0164  -0.0179  -0.0532
Si  9.6679  1.3673  32.0441  0.0047  0.0333  0.0753
Si  0  5.469  32.0441  0.0088  -0.039  0.0657
Si  3.8672  5.469  32.0441  -0.004  0.0838  0
Si  7.7343  5.469  32.0441  0.005  0.0048  -0.0283
Si  1.9336  6.8362  32.0441  0.0093  0.0839  0.0232
Si  5.8008  6.8362  32.0441  0.0222  0.0184  -0.0212
Si  9.6679  6.8362  32.0441  -0.0028  0.078  0.0282
Si  1.9336  2.7345  0.9679  0.013  -0.0492  0.0873
Si  5.8008  2.7345  0.9679  0.0326  0.0425  -0.1383
Si  9.6679  2.7345  0.9679  0.0483  0.0335  0.2023
Si  0  4.1018  0.9679  0.0862  -0.0126  -0.0199
Si  3.8672  4.1018  0.9679  -0.0799  0.0097  0.146
Si  7.7343  4.1018  0.9679  0.0288  0.0012  -0.0706
Si  1.9336  8.2035  0.9679  -0.0353  -0.0568  -0.1013
Si  5.8008  8.2035  0.9679  -0.0643  -0.0902  -0.0159
Si  9.6679  8.2035  0.9679  0.1342  -0.0797  -0.0666
Si  0  9.5708  0.9679  -0.0075  0.035  0.0961
Si  3.8672  9.5708  0.9679  0.042  -0.0614  0.1461
Si  7.7343  9.5708  0.9679  0.0627  -0.0259  -0.2796
Si  0.017  0.0065  2.9137  -0.0341  -0.0326  -0.0226
Si  3.901  -0.0023  2.9185  -0.0179  -0.0246  -0.0041
Si  7.7837  0.0306  2.8378  0.0119  -0.0449  -0.0047
Si  1.9669  1.3452  2.9091  0.0097  0.0392  -0.0275
Si  5.8268  1.3523  2.8693  -0.0278  0.0338  0.0019
Si  9.7071  1.3908  2.9358  0.0139  0.0164  0.0019
Si  0.0442  5.4212  2.9281  0.011  -0.0392  0.0075
Si  3.8405  5.4589  2.9347  -0.0066  -0.0437  0.0011
Si  7.7629  5.4888  2.8796  -0.0016  -0.0351  -0.0112
Si  1.9337  6.862  2.9052  0.004  0.0376  -0.004
Si  5.7902  6.8034  2.8854  -0.0031  0.0374  -0.0201
Si  9.7217  6.7987  2.8699  0.0145  0.0382  -0.0077
Si  1.9969  2.5671  4.9313  0.0293  -0.0571  0.0279
Si  5.8268  2.8061  4.7157  -0.0045  -0.0557  0.0152
Si  9.6927  2.7012  4.9394  -0.0071  -0.056  0.0207
Si  0.086  3.9939  4.8574  0.0095  0.1007  0.0033
Si  3.8619  4.0654  4.8818  -0.0418  0.0726  0.0125
Si  7.7902  4.1021  4.7791  0.016  0.0482  0.0213
Si  1.9575  8.3244  4.7799  0.0086  -0.0897  -0.0097
Si  5.8222  8.2182  4.7627  -0.0438  -0.0513  0.0283
Si  9.7358  8.1371  4.7946  0.0256  -0.059  0.0257
Si  -0.0337  9.6377  4.8896  -0.0418  0.0606  0.0264
Si  3.9263  9.641  4.9133  0.0389  0.0407  0.0289
Si  7.7947  9.4893  4.6444  0.0391  0.0903  0.0248
Si  -0.1316  -0.0299  6.9706  -0.0361  -0.0025  -0.0006
Si  4.0918  -0.0039  6.9813  0.1161  -0.0508  -0.0316
Si  7.6694  -0.0304  6.4688  -0.0757  -0.0641  0.0567
Si  1.948  1.1701  6.9739  0.0051  0.0124  -0.0202
Si  5.8721  1.4814  6.615  0.1367  0.0244  0.0702
Si  9.4568  1.391  6.9746  -0.1133  0.0398  -0.0023
Si  0.2275  5.4264  6.7284  0.0636  -0.0462  0.0415
Si  3.9869  5.5272  6.767  -0.0292  -0.0623  0.0198
Si  7.8129  5.4553  6.7061  -0.0712  -0.0413  0.0454
Si  2.0838  6.8948  6.6121  -0.0012  0.0547  0.0492
Si  5.923  6.8451  6.6754  -0.0086  0.0512  0.0305
Si  9.8133  6.6819  6.6944  -0.0137  0.0751  -0.0147
O  5.8862  7.6938  8.1159  0.001  0.0216  -0.036
O  7.6878  4.6075  8.1354  0.019  -0.0373  -0.0162
O  11.4065  9.7968  8.2069  -0.0304  -0.0511  -0.0001
O  8.8359  2.232  8.3249  0.0013  0.0242  -0.0133
O  7.4275  9.8667  7.7483  -0.0274  -0.0031  -0.0178
O  9.7668  7.63  8.0518  0.0383  0.0264  -0.0082
O  2.2039  7.9209  7.9363  -0.0126  -0.0091  0.0022
O  6.1751  2.3684  8.0104  0.0158  0.0044  -0.018
O  0.4654  4.5458  8.1293  -0.006  -0.0386  -0.0041
O  4.7705  10.0876  8.2958  0.008  -0.0373  -0.0118
O  3.9891  4.8665  8.3093  -0.0124  -0.0116  0.0055
O  1.878  2.251  8.2236  -0.0164  0.0596  0.0135
O  2.3183  8.337  23.4358  0.0027  -0.0238  0.0031
O  5.6893  2.4548  22.656  0.0144  0.0176  -0.0081
O  -0.4165  9.9077  22.952  -0.0209  -0.0355  0.0177
O  3.5246  5.3133  20.0812  0.008  -0.0105  -0.0003
O  3.5062  4.7442  22.7442  0.0107  -0.0175  -0.0065
O  3.7454  10.338  22.6228  -0.0411  -0.0666  -0.0097
O  9.4154  2.2253  23.2529  0.024  0.0224  0.0206
O  6.4665  7.6537  23.1016  -0.0466  0.0258  -0.0326
O  9.6215  7.7578  23.1314  0.0345  0.0271  0.02
O  8.3563  4.6013  22.8727  -0.0079  -0.041  0.0165
O  7.9062  10.7783  22.7015  -0.0537  -0.0463  -0.0559
O  0.1183  4.664  23.1989  0.0236  -0.0197  0.0067
Si  -0.9231  8.5691  9.0114  0.0054  -0.0082  -0.0051
Si  4.0603  0.0523  13.5972  0.0051  0.0039  0.0051
Si  0.3143  3.4874  22.1079  -0.0084  -0.019  -0.0095
Si  6.1889  2.5919  21.0879  0.0125  0.004  0.0036
Si  11.9281  0.1624  13.2388  -0.006  -0.0067  0.004
Si  3.4925  5.0145  9.868  -0.0097  -0.0037  0.0116
Si  14.7487  8.9008  22.1404  0.0206  0.017  0.0089
Si  1.1308  3.408  9.0892  0.005  -0.016  -0.0054
Si  4.6594  4.6455  19.1374  0.0015  0.0031  -0.0057
Si  2.5099  3.968  17.0959  0.0065  -0.0026  0.0021
Si  14.8879  -2.8365  14.1451  -0.0007  -0.0023  0.0033
Si  -1.2116  8.7499  22.107  0.0019  -0.0095  0.0008
Si  7.4919  11.992  16.4247  -0.0012  0.0016  0.0008
Si  6.5373  11.4826  19.0782  0.0033  0.0047  -0.0025
Si  0.1778  3.8971  13.9173  -0.0056  0.0018  -0.0039
Si  17.7654  4.0421  11.4779  -0.0029  -0.0062  0.0047
Si  -0.4762  2.3458  11.4611  -0.0041  0.009  -0.0112
Si  8.208  9.0482  10.851  -0.0074  0.0012  0.0049
Si  6.6293  -1.6912  17.2974  0.0006  -0.0001  -0.0015
Si  7.9164  10.146  21.2032  -0.0066  0.0019  0.0271
Si  13.669  1.9001  14.9047  0.0042  0.0045  0.0084
Si  9.5056  3.1167  15.9883  0.0004  -0.0066  -0.0009
Si  1.3845  -4.7719  15.3872  -0.0029  0.0015  -0.0015
Si  7.4644  3.0985  8.7196  0.0016  0.0137  0.0018
Si  2.3709  -1.4922  11.8706  -0.0022  -0.0046  -0.0021
Si  12.8475  7.626  20.622  -0.0064  0.0002  -0.0012
Si  5.9247  7.3437  14.9458  -0.0007  -0.0012  0.0012
Si  5.9671  7.9115  21.5832  -0.0123  0.0081  0.0099
Si  6.4984  1.7004  13.6446  0.0011  0.0128  0.0058
Si  8.2624  5.6037  15.2407  0.0015  0.0033  -0.0024
Si  9.0897  0.5479  12.4968  -0.0089  -0.0021  0.0077
Si  6.1686  9.2364  8.5688  -0.0003  0.0107  0.0066
Si  8.9988  3.2881  22.1158  0.0078  -0.0205  -0.0054
Si  7.6303  6.6943  12.68  0.0032  -0.0034  -0.0008
Si  2.6242  5.0659  21.3939  0.007  -0.0099  0.0008
Si  13.5012  7.7466  9.5279  -0.0055  -0.0066  0.0013
Si  0.5846  5.9725  18.1819  0.0005  0.0039  0.0013
Si  6.8614  6.5895  18.9759  -0.0073  -0.0042  -0.0094
Si  9.3973  5.317  17.9046  -0.0005  0.0005  0.0014
O  8.1059  5.5504  18.8547  0.0019  0.0169  -0.0186
O  13.7641  2.4959  16.4368  0.0055  0.0205  -0.022
O  10.8916  3.2388  15.1383  -0.0084  0.0114  -0.01
O  6.9195  12.5216  17.8717  0.0063  -0.0396  -0.0026
O  6.6366  7.7169  13.5115  0.0051  -0.0201  0.0065
O  1.351  4.5176  18.1317  0.0068  0.0224  -0.0181
O  6.7066  6.0342  15.5264  0.0186  0.0221  -0.0172
O  9.7108  -9.4039  11.3433  0.017  -0.0107  0.0219
O  6.4702  1.6902  15.2981  0.0131  -0.0094  -0.0007
O  3.3045  10.759  12.1577  -0.0065  -0.025  0.0207
O  7.2182  -2.9462  18.1925  -0.0138  -0.0111  0.0103
O  10.3158  0.0125  13.4491  0.0155  0.0175  -0.0329
O  2.2897  9.1474  10.2817  -0.0001  -0.0137  0.0094
O  13.4071  6.4537  21.6208  0.0014  0.0114  -0.0206
O  9.6065  9.2407  10.0296  -0.0031  -0.0057  -0.0105
O  0.254  7.6343  9.7048  0.0126  0.027  -0.0272
O  3.7766  -1.3012  14.5033  -0.0049  -0.0009  -0.0275
O  2.1414  8.9816  20.8518  -0.0058  -0.0323  0.0188
O  10.4542  3.4348  21.3306  -0.0051  0.0067  0.0071
O  6.9062  -5.5536  12.0389  0.0074  0.0067  0.0041
O  7.622  -0.5979  16.5466  -0.0113  0.0179  0.011
O  0.9383  -1.2335  12.6417  0.0104  0.0231  -0.003
O  7.0766  3.2898  10.3133  -0.0279  0.0185  0.007
O  8.3493  3.9768  15.1969  0.0285  0.0142  0.0212
O  8.2303  10.2352  11.9505  0.0134  0.0141  0.0016
O  13.2225  3.1356  13.9361  -0.0208  -0.0191  0.014
O  12.6194  11.5817  14.6551  0.002  0.0194  -0.0312
O  3.916  3.8165  17.9302  -0.0251  0.0168  0.0041
O  8.7393  6.1995  13.7943  -0.0371  -0.0058  0.0078
O  11.5139  2.7891  9.9613  0.0157  0.0032  0.0106
O  5.6093  0.3827  13.2393  0.0002  0.0184  -0.0033
O  1.329  7.1046  19.0889  -0.0163  -0.0152  0.0062
O  0.4499  6.5311  16.6637  0.0261  -0.0277  0.0071
O  5.9799  3.0041  12.7623  0.0189  -0.0131  -0.0137
O  5.8578  8.5341  16.0564  0.0138  -0.0207  -0.0034
O  -0.556  3.6473  12.4744  0.021  -0.0251  0.0109
O  4.3431  7.9028  21.6395  0.026  0.026  0.0197
O  16.3212  4.5748  10.865  0.0085  -0.0066  -0.0194
O  5.5791  3.8119  20.1986  0.0057  0.0108  -0.0022
O  3.5271  1.351  14.4333  -0.0232  -0.0123  -0.0044
O  1.5224  14.8355  21.082  0.0112  0.0323  0.0244
O  -0.2536  7.9143  21.1133  0.0155  0.0011  0.0111
O  0.8941  2.1483  22.8567  0.0429  0.0455  0.0073
O  5.5267  5.8279  18.4058  0.0099  -0.0059  0.0185
O  7.9253  11.0665  19.8574  -0.0275  0.0036  -0.0208
O  13.5397  7.6107  14.8971  0.0049  -0.0083  -0.0141
O  9.282  9.3053  21.0657  -0.0074  0.0092  0.0255
O  0.4729  5.4779  14.2032  0.0162  -0.0152  0.0251
O  3.0296  -2.8371  12.535  -0.0039  0.0287  0.0239
O  2.8181  6.5086  10.1027  -0.0059  0.0018  -0.0371
O  7.8275  2.7603  21.1008  -0.0244  0.0164  0.0351
O  6.5052  9.3437  21.0835  0.0087  -0.0123  0.0172
O  9.6549  3.7525  17.4924  -0.0112  0.021  -0.0277
O  2.2465  3.9876  10.1236  0.0118  0.02  -0.0329
O  5.7814  -0.7485  18.3622  0.0294  0.0119  -0.0022
O  6.7533  9.1952  10.0952  0.0173  -0.0113  0.0033
O  9.1846  6.1366  16.4832  -0.0255  -0.0345  0.0041
O  4.3912  -3.9441  14.5743  0.0095  0.0218  -0.0092
O  14.1569  -5.8251  15.9017  -0.0347  0.0021  0.0133
O  6.5742  6.803  20.57  -0.0047  0.0064  -0.0069
O  12.2122  1.288  12.0739  -0.0295  -0.0054  0.0134
O  10.6776  5.8192  18.7626  0.0068  -0.0047  -0.0199
O  5.6663  1.2714  20.2505  0.0194  -0.0064  -0.0029
O  8.0701  1.475  13.3287  -0.0168  -0.008  -0.0142
O  8.3123  7.557  11.4988  -0.0167  0.0027  0.009
O  9.016  1.5801  16.1478  -0.0252  0.0249  0.0061

Results
free energy: -144649.705 eV
free energy less fixed offsets of O -569.03, Si -635.61 eV per atom: -2.335 eV

The program warned: the cutoff lies below the one the program advises for these potential files; the exchange-correlation potential is rough where the density is thin.
